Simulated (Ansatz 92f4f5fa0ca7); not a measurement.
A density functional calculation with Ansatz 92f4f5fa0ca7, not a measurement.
Periodic cell of 372 atoms, Si256O116, from a study of silicon, its oxide and their interface. The atomic structure is a simulated model.
This geometry differs little from another in the collection (a relaxation step or a small displacement).

Settings: functional r2SCAN; potential files Ansatz PAW; basis plane waves; wave-function cutoff 800 eV; density cutoff ratio 5; exchange-correlation grid ratio 1; k mesh 1 x 1 x 1, Gamma-centred; self-consistency stop 1e-10 eV per atom in the density residual; occupations fixed; spin none; net charge 0.

Cell vectors (angstrom)
a	16.332	0	0
b	0	16.332	0
c	0	0	24.7488

Atoms and the computed forces on them: element, x, y, z (angstrom), force x, y, z (eV/angstrom)
Si	-0.6914	0.5507	0.0373	-0.0332	0.0776	0.0386
Si	1.7297	3.5777	-1.0021	-0.0559	0.081	0.0298
Si	-0.2511	5.5319	0.2856	0.0081	-0.0047	-0.0112
Si	2.5986	8.134	0.3232	-0.0511	0.023	0.0252
Si	0.6853	10.5386	-0.0359	-0.0081	0.0197	0.1261
Si	2.8081	13.7173	-0.1599	0.0348	0.038	0.1212
Si	5.5409	0.2408	-0.2852	0.0111	-0.0009	0.1079
Si	8.7796	2.2713	0.1554	0.0198	-0.0441	0.1185
Si	4.0691	5.6202	-0.6499	0.0458	-0.0435	0.0312
Si	7.8141	8.0254	0.2018	-0.0613	-0.0399	-0.0415
Si	5.461	10.0269	-0.2107	0.0278	0.0042	-0.0244
Si	8.4504	13.664	0.1077	-0.0637	0.0177	0.0099
Si	10.5364	0.6011	0.1996	-0.0185	-0.0205	0.0785
Si	13.5342	2.7667	0.4925	-0.0251	0.0262	0.0469
Si	11.423	4.9296	0.1008	-0.0112	0.0479	0.1487
Si	14.4359	7.3959	-0.0201	-0.0079	-0.0141	0.1776
Si	10.4124	11.1651	-0.0798	-0.0495	0.0515	-0.0119
Si	13.4628	13.5365	-0.2039	-0.0131	0.0289	-0.0045
Si	1.1476	1.5452	1.2598	0.0326	0.0041	0.009
Si	4.7846	4.9112	1.4569	-0.0086	-0.0602	0.0533
Si	1.3106	6.7128	1.5804	-0.0987	-0.0346	0.0239
Si	4.1423	9.3492	1.5707	-0.0209	0.0092	0.0224
Si	1.6356	12.2047	1.3122	-0.0192	0.0091	-0.012
Si	4.1818	15.1447	1.1211	-0.0392	0.0441	-0.0683
Si	6.9505	1.3518	1.2905	-0.0023	0.0224	0.0137
Si	9.6886	4.0105	1.4325	-0.0003	0.0014	-0.0825
Si	6.615	6.5375	1.6466	0.0257	-0.0063	0.0337
Si	9.385	9.4807	1.2897	0.0043	-0.0711	0.0456
Si	6.8345	12.3738	1.238	0.0555	0.0522	-0.0062
Si	9.6523	15.1065	1.4488	0.0467	0.0838	0.0128
Si	12.1673	1.3561	1.6739	0.0107	-0.0508	-0.0185
Si	14.946	4.1199	1.7172	0.016	0.0595	-0.0118
Si	12.4735	6.7187	1.248	0.0413	0.0267	-0.0805
Si	15.1775	9.4159	1.1093	-0.0326	-0.0106	-0.0838
Si	12.1546	12.1908	1.2158	0.0269	-0.0271	0.0309
Si	14.8726	14.938	1.2074	0.0257	-0.0459	0.0372
Si	0.0267	2.7359	2.9095	-0.0535	-0.0143	0.005
Si	2.6878	0.1147	2.4719	-0.0119	-0.0014	-0.032
Si	0.011	8.2129	2.8058	-0.0089	-0.0144	-0.0134
Si	2.8877	5.5062	2.8139	-0.0037	-0.0045	0.0054
Si	0.074	13.6179	2.5099	-0.0011	-0.0115	0.0024
Si	2.8751	10.9011	2.7964	0.0065	0.013	-0.0171
Si	5.5675	2.8589	2.5314	-0.0175	0.0168	-0.0764
Si	8.1679	0.0055	2.7974	0.0003	-0.0323	-0.0255
Si	5.5035	8.1035	2.9692	-0.0253	-0.0193	0.0526
Si	8.2758	5.3709	2.7761	0.0081	0.0162	0.037
Si	5.4513	13.723	2.5922	0.0483	0.0152	0.0084
Si	8.1238	10.9233	2.6694	-0.0335	0.0138	0.0203
Si	10.8655	2.7362	2.9899	-0.0002	-0.0045	0.0119
Si	13.5917	-0.1302	2.7714	-0.0026	0.012	0.0056
Si	10.9608	8.1524	2.5199	-0.0001	-0.0394	0.0228
Si	13.5767	5.5192	2.9359	-0.0064	-0.0287	0.0115
Si	10.9638	13.6146	2.7069	-0.0541	-0.0362	0.0547
Si	13.6743	10.8133	2.4528	0.0462	0.0102	0.0329
Si	1.4814	4.1052	4.1314	0.0074	0.0031	-0.0127
Si	4.0956	1.4626	3.8815	-0.0157	0.0156	-0.0234
Si	1.4173	9.5721	4.1127	0.0347	-0.0244	0.0149
Si	4.0821	6.8437	4.2965	0.0571	0.0056	0.0026
Si	1.3931	15.0198	3.912	-0.0109	0.0203	0.0066
Si	4.1813	12.336	4.0667	-0.0305	0.0018	-0.0066
Si	6.8814	4.0317	4.1188	-0.002	0.0252	-0.0066
Si	9.481	1.3414	4.2223	0.0133	-0.0159	0.0228
Si	6.8604	9.5791	4.1367	-0.032	0.0169	-0.0047
Si	9.6161	6.829	4.0185	-0.0073	-0.0014	0.0094
Si	6.7989	14.961	4.084	0.0215	-0.0156	-0.0018
Si	9.5217	12.2716	4.0203	0.0264	0.018	-0.0083
Si	12.2321	4.1264	4.2569	0.0048	0.0243	0.0103
Si	14.9474	1.3044	4.1093	0.0165	-0.0284	0.0269
Si	12.2962	9.5215	3.9269	-0.009	0.013	-0.0279
Si	14.9814	6.8844	4.1979	-0.0029	0.0259	0.0012
Si	12.2662	14.904	4.1577	-0.0155	0.0094	0.0029
Si	15.0111	12.2384	3.8789	0.0036	0.0117	0.0051
Si	0.0357	-0.0324	5.3938	-0.0284	-0.0065	-0.0096
Si	2.7931	2.7054	5.4391	-0.0058	-0.0241	0.0041
Si	0.0487	5.4643	5.4544	0.0248	0.0115	0.0148
Si	2.7097	8.224	5.546	0.0161	0.0066	0.0098
Si	0.0076	10.9564	5.3777	-0.0427	-0.0241	-0.0159
Si	2.7339	13.6682	5.3547	0.005	0.0104	-0.0001
Si	5.408	0.0518	5.3516	0.0302	0.0242	-0.0032
Si	8.1336	2.6896	5.5674	0.0321	-0.0257	-0.0045
Si	5.4897	5.398	5.4897	-0.0233	0.03	-0.0058
Si	8.2236	8.1602	5.4239	0.024	-0.011	-0.016
Si	5.4871	10.9358	5.4595	0.0473	0.0023	0.0223
Si	8.1727	13.596	5.437	0.0074	-0.0096	0.0147
Si	10.8915	-0.0456	5.4858	-0.0153	0.0111	0.0387
Si	13.6156	2.6939	5.4795	-0.0051	-0.0426	0.0059
Si	10.8401	5.4891	5.5276	-0.0006	0.0273	-0.0128
Si	13.5692	8.2365	5.4645	-0.0075	-0.0144	0.0175
Si	10.9093	10.8704	5.3419	-0.0033	-0.0125	-0.0195
Si	13.6758	13.5376	5.3961	0.0073	0.0113	0.0074
Si	1.3782	1.3478	6.7625	0.012	0.0019	0.0047
Si	4.113	4.0543	6.8446	0.0101	-0.0065	-0.0081
Si	1.3664	6.8159	6.8423	0.0072	0.029	-0.0049
Si	4.1162	9.5801	6.8286	-0.0198	0.0211	0.0026
Si	1.3823	12.3082	6.7521	0.0099	0.0134	0.0137
Si	4.0803	15.0008	6.754	-0.0105	-0.0225	-0.0149
Si	6.7506	1.3172	6.8512	0.0322	0.0108	0.0016
Si	9.4933	4.0859	6.8843	-0.0204	0.0169	0.0043
Si	6.8421	6.7928	6.812	-0.0171	-0.0284	-0.0026
Si	9.562	9.5214	6.7806	-0.0071	-0.0051	-0.0113
Si	6.8483	12.2387	6.8328	-0.0124	-0.0005	-0.0032
Si	9.5217	14.9416	6.827	-0.0065	0.0121	0.0084
Si	12.2393	1.3476	6.8244	-0.0034	0.0037	0.001
Si	14.9887	4.0722	6.7913	-0.014	-0.0095	-0.0233
Si	12.2092	6.8558	6.8334	-0.0057	-0.0388	-0.0026
Si	14.9631	9.6163	6.7638	-0.0002	-0.0043	-0.0003
Si	12.2619	12.2172	6.7445	-0.0079	-0.0048	-0.0105
Si	14.9938	14.9581	6.7629	0.0194	-0.0103	0.0169
Si	0.0024	2.7066	8.146	0.0006	0.0155	0.0208
Si	2.7136	-0.0068	8.1369	-0.0271	0.008	0.0083
Si	-0.0193	8.2164	8.0923	0.0126	-0.0308	0.0033
Si	2.7143	5.4222	8.1837	0.0113	0.011	-0.0007
Si	0.017	13.6445	8.1399	-0.0103	0.0104	0.008
Si	2.7509	10.9446	8.1503	0.0206	-0.0137	0.0185
Si	5.429	2.6959	8.2233	-0.0519	0.0023	-0.0056
Si	8.1516	-0.0436	8.1956	-0.0159	-0.0364	0.0065
Si	5.4389	8.1432	8.1617	0.01	0.0271	0.0016
Si	8.1258	5.4289	8.2458	0.0035	0.0004	0.0187
Si	5.4554	13.6066	8.1338	0.0467	0.0017	-0.0034
Si	8.188	10.8441	8.1835	-0.0136	0.0055	-0.0048
Si	10.8709	2.6848	8.1975	0.0162	-0.0311	0.0107
Si	13.6234	0.0042	8.1539	-0.0253	0.0045	-0.0068
Si	10.8468	8.177	8.2178	0.0252	-0.0105	-0.0114
Si	13.5571	5.4226	8.1125	-0.0176	0.071	-0.0255
Si	10.9081	13.5722	8.1432	0.0178	-0.0052	-0.0026
Si	13.5949	10.9185	8.1686	0.0056	0.0005	-0.0023
Si	1.3111	4.0827	9.5279	-0.0158	-0.0094	0.0155
Si	4.0479	1.3287	9.522	0.0409	0.002	0.0332
Si	1.3757	9.5384	9.4478	-0.0449	0.0011	-0.0017
Si	4.0667	6.7809	9.5495	0.0009	-0.0274	-0.0011
Si	1.3346	15.0214	9.5244	0.0027	-0.0299	-0.0029
Si	4.1226	12.269	9.5536	-0.0238	0.0073	0.0009
Si	6.7628	4.0472	9.6132	0.0122	-0.0032	0.0198
Si	9.5209	1.3087	9.573	-0.0151	0.0629	-0.0142
Si	6.7869	9.474	9.5429	0.0199	0.0082	0.0091
Si	9.4822	6.7911	9.5921	-0.0034	0.011	-0.0073
Si	6.8193	14.895	9.5457	0.0037	0.0322	-0.0221
Si	9.5583	12.2119	9.5253	0.0234	-0.0415	0.0115
Si	12.2057	4.0728	9.5386	0.0123	-0.0307	0.0084
Si	14.9484	1.395	9.5496	0.0121	-0.013	-0.0127
Si	12.2302	9.5446	9.5253	0.0207	0.006	0.001
Si	14.9209	6.8365	9.3653	-0.0545	-0.0388	0.0163
Si	12.2531	14.9729	9.498	-0.0023	-0.0017	-0.0068
Si	14.9692	12.3119	9.4932	-0.0007	0.0063	-0.0206
Si	-0.0314	0.0478	10.9305	-0.0423	0.038	-0.0317
Si	2.6533	2.671	10.8573	-0.0716	0.0079	0.0193
Si	-0.1482	5.5019	10.7683	-0.0215	0.0919	-0.1249
Si	2.6443	8.1324	10.8675	0.0205	-0.0279	0.0053
Si	0.016	10.9082	10.7575	-0.0113	0.0227	-0.0074
Si	2.7218	13.6657	10.8406	-0.0147	0.0269	0.0243
Si	5.4399	-0.0511	10.8327	0.0013	-0.0201	0.0136
Si	8.1538	2.6649	10.9375	-0.0053	-0.007	-0.0156
Si	5.3686	5.4034	10.9758	-0.0282	-0.0143	0.0407
Si	8.0923	8.1162	10.9593	-0.0186	-0.011	-0.0209
Si	5.4435	10.8158	10.9402	0.0182	0.0278	-0.0192
Si	8.1872	13.5151	10.9209	-0.0076	-0.0268	0.0019
Si	10.8811	-0.0862	10.9353	0.0089	-0.0209	-0.0022
Si	13.5773	2.7685	10.94	-0.0228	0.0036	-0.0465
Si	10.8072	5.3768	10.9292	-0.0059	0.0402	0.0138
Si	13.6005	8.1254	10.7752	-0.0169	-0.0089	-0.0186
Si	10.9168	10.9006	10.9239	0.0086	-0.0003	-0.0223
Si	13.6583	13.717	10.8812	0.0392	-0.024	-0.008
Si	1.2378	1.4685	12.314	0.0939	0.0612	0.0268
Si	3.9247	4.0094	12.2683	0.003	-0.0277	0.0048
Si	1.1575	6.8038	12.1736	-0.1082	-0.1356	0.0174
Si	3.9819	9.4613	12.2635	0.0673	-0.0054	0.0182
Si	1.357	12.2662	12.1206	-0.0252	0.0047	-0.0109
Si	4.0278	15.0559	12.2242	0.0007	-0.0033	0.0124
Si	6.8268	1.2056	12.2229	0.0014	0.0244	-0.0303
Si	9.4198	4.0421	12.3666	-0.0089	-0.007	0.0466
Si	6.7304	6.7428	12.3847	-0.0191	-0.0175	0.0367
Si	9.503	9.5002	12.2222	0.0148	-0.0243	0.0618
Si	6.8687	12.1293	12.3175	-0.0183	-0.0362	-0.0043
Si	9.5621	14.8145	12.3379	0.0133	0.0283	-0.0153
Si	12.2334	1.3366	12.2535	0.0003	0.0468	-0.0184
Si	14.8828	4.2632	12.2853	-0.0432	0.0135	0.0407
Si	12.2838	6.7269	12.1372	-0.0061	0.0823	0.0293
Si	14.9742	9.5297	12.0417	-0.0045	-0.0221	-0.0242
Si	12.3342	12.34	12.1986	-0.011	-0.0388	-0.0246
Si	14.9718	15.0683	12.3585	0.0058	-0.0241	0.0194
Si	0.1533	3.1889	13.6237	0.1091	-0.0272	-0.1467
Si	2.6339	0.1049	13.6382	-0.0266	0.0057	0.0465
Si	-0.1697	8.2345	13.563	0.0605	0.0046	0.0804
Si	2.0789	5.071	13.4473	-0.0827	0.0819	-0.2502
Si	0.0674	13.6101	13.5595	-0.0232	-0.062	0.0945
Si	2.579	10.8481	13.5458	-0.0432	0.0026	0.0265
Si	5.3328	2.4627	13.4724	-0.0304	0.0812	0.0718
Si	8.1083	-0.1921	13.6522	-0.0204	0.037	0.0081
Si	5.1354	7.9428	13.6577	-0.0617	0.04	-0.1166
Si	7.8533	5.178	13.8058	-0.0824	-0.0551	0.0186
Si	5.321	13.509	13.4395	0.0148	0.0066	-0.0213
Si	8.3613	10.8526	13.7526	-0.0618	0.0452	-0.046
Si	10.812	2.6283	13.6366	-0.0082	-0.0368	0.0086
Si	13.746	0.2677	13.7504	0.0863	0.0617	-0.0662
Si	12.4317	9.6318	14.5911	0.0723	-0.0185	-0.1663
Si	13.4749	5.5484	13.808	0.0014	-0.1169	0.0265
Si	11.1003	13.5882	13.7397	0.007	0.0343	-0.0712
Si	13.8065	11.0051	13.3932	0.0425	-0.0027	0.0677
Si	4.1681	4.4671	15.8236	0.2946	0.2349	-0.1719
Si	3.8197	1.5996	15.0353	-0.0355	-0.0733	-0.134
Si	0.7915	9.9826	14.808	-0.0417	0.0291	-0.152
Si	3.5503	6.426	14.7147	-0.0144	-0.309	0.1265
Si	1.6734	14.7084	14.8606	-0.0065	0.0347	-0.1485
Si	3.7879	12.3818	14.7988	-0.034	0.0468	-0.0691
Si	6.2918	3.8745	14.9991	-0.1288	0.1428	0.1164
Si	9.6677	0.9832	14.9557	0.0025	0.0339	-0.0766
Si	7.3175	9.42	15.2969	0.0915	-0.0613	-0.0151
Si	9.3832	6.9999	15.6643	0.0826	-0.0125	-0.0978
Si	6.7168	14.6216	14.8645	-0.0041	0.0115	-0.0328
Si	10.2209	11.7868	15.038	0.0332	-0.0728	-0.01
Si	12.4923	3.6316	14.9284	0.0451	0.0989	-0.0764
Si	14.5715	2.3056	14.9619	-0.0676	0.0772	0.0389
Si	11.0705	8.2227	13.3758	0.0225	0.0667	0.0482
Si	14.5062	7.3693	15.0364	0.05	-0.0075	-0.1017
Si	12.1811	15.3451	14.9899	-0.008	0.0004	0.0109
Si	15.5269	11.8018	14.7466	0.0002	-0.03	-0.1635
Si	13.9419	15.8633	20.3344	-0.0594	-0.0476	0.0139
Si	-17.0348	12.4616	17.7442	0.0162	0.0114	-0.0996
Si	-18.6115	-4.7209	22.08	0.0057	-0.0229	0.0518
Si	1.3524	10.1637	17.8592	-0.0546	0.0271	-0.123
Si	-8.7595	25.7307	20.6952	0.0219	0.0066	0.0217
Si	18.5681	-15.0238	21.5437	-0.0045	0.0113	0.082
Si	0.8029	15.1873	17.7955	0.0268	-0.0492	-0.0999
Si	3.6041	30.6965	18.9931	-0.0428	0.0163	-0.0754
Si	27.6916	-8.1276	20.7791	0.0335	0.0062	0.0309
Si	16.5739	-8.3706	19.9285	-0.0522	0.0308	0.0103
Si	9.5472	13.711	21.192	0.0171	-0.0214	-0.0069
Si	-0.3626	6.135	17.6169	-0.016	0.011	-0.0805
Si	5.1603	21.5508	21.5201	-0.0198	-0.0098	0.13
Si	11.8251	-0.8294	22.5927	-0.0106	0.1024	0.0323
Si	-24.7582	6.2148	20.4878	0.007	-0.0093	0.0307
Si	8.1232	17.9727	22.0856	-0.0336	0.0403	0.0218
Si	-22.499	6.2284	18.604	-0.0208	0.0141	-0.1014
Si	9.5393	-1.0087	18.5676	0.0187	-0.0177	-0.0426
Si	-8.6691	2.0172	17.1575	-0.0508	0.0437	-0.1388
Si	-9.3338	10.9139	18.1119	0.037	0.0124	-0.0729
Si	8.3994	-3.1168	16.8529	-0.0084	0.0003	-0.0397
Si	16.2695	17.5224	19.5424	-0.0022	-0.0212	-0.0182
Si	-22.5753	-5.6896	21.7254	-0.011	-0.0134	0.0224
Si	-11.2402	18.3852	21.9962	0.0141	-0.0247	0.0601
Si	14.1514	-7.7826	21.8331	-0.0449	-0.0004	0.0528
Si	0.4593	-3.9567	22.0458	-0.0099	-0.0086	0.0574
Si	-13.0387	29.0674	21.5172	-0.032	-0.0222	0.1117
Si	0.8954	31.6402	22.9606	0.0555	-0.0609	0.0311
Si	-1.5974	3.2124	17.9271	-0.0249	0.0041	0.0124
Si	2.7999	22.7254	17.4348	0.1193	-0.0147	-0.1434
Si	20.9105	26.2571	21.6144	0.023	0.0139	0.0941
Si	13.5593	29.3681	19.7543	0.0292	0.0006	0.0111
Si	20.4509	-21.1633	17.7012	-0.0003	-0.0119	-0.1185
Si	-6.6083	6.5215	22.8141	0.0182	0.0297	0.0403
Si	3.1185	-8.9885	20.3356	0.0516	-0.0194	0.0363
Si	-8.5885	15.0378	23.0475	-0.0346	0.0031	0.0681
Si	37.9826	16.2575	17.1893	0.0052	0.0893	-0.0863
Si	11.7282	3.5564	18.0822	0.0215	0.0032	-0.0237
Si	9.3534	-14.3925	19.3645	-0.0119	0.0474	-0.0365
Si	12.4559	15.0757	17.9803	0.0019	-0.0068	-0.0524
O	2.7793	-2.7538	-9.4313	0.0063	-0.0362	0.0283
O	10.9012	16.3111	-9.4179	0.0422	-0.0234	0.0347
O	-9.7986	0.9273	-7.1874	-0.0106	-0.0633	0.0496
O	3.7265	5.0397	-7.4327	-0.0241	0.0341	0.1278
O	-11.3799	17.8399	-1.1932	-0.0009	0.0325	-0.0601
O	-6.7614	-2.1768	-5.0913	-0.0113	-0.0094	-0.0058
O	3.2502	7.2717	-6.037	0.0095	0.0401	0.0563
O	4.6758	15.4856	-6.2788	-0.0046	-0.0206	0.0715
O	-6.4423	-4.1811	-3.5218	0.0041	0.0154	-0.0236
O	-7.1777	2.175	-3.7966	0.0343	0.0108	0.0057
O	-2.2594	12.4406	-1.275	0.03	-0.0081	-0.0178
O	10.804	7.3953	-5.2373	0.0074	0.0114	0.0119
O	4.1978	0.799	-8.3381	0.0506	-0.0503	0.1081
O	18.2526	2.7284	0.3732	0.0142	-0.0198	0.0179
O	6.462	5.5111	-4.138	0.0012	0.0053	-0.027
O	1.0596	-6.7623	-8.3681	0.0374	-0.0219	0.1778
O	8.3204	8.1937	-9.1363	-0.0719	-0.0051	-0.0176
O	15.2152	16.8233	-4.1784	0.0069	0.0094	0.029
O	0.298	13.9661	-2.4388	-0.0371	0.0023	-0.0322
O	-8.7933	12.4335	-6.7827	-0.0207	-0.0082	0.0752
O	22.9245	1.6488	-3.2314	-0.0181	-0.0184	-0.0139
O	-15.7278	11.5778	-6.7336	0.0309	-0.0022	0.0406
O	5.3274	5.7223	-1.6898	0.0558	0.0129	-0.0765
O	11.3413	10.6108	-9.3535	-0.0793	0.096	0.0624
O	11.1542	0.374	-1.3152	0.0222	-0.0012	-0.0915
O	10.9877	-0.6491	-6.736	-0.0019	0.0357	0.0156
O	11.8149	3.6416	-8.2963	-0.0355	-0.0445	0.0901
O	1.6785	9.2787	-0.4378	0.0232	-0.0166	-0.0052
O	0.1274	16.5516	-6.469	-0.0276	0.0355	-0.0115
O	3.0228	23.5897	-8.6821	-0.0493	0.046	0.0872
O	20.5201	11.4367	-3.5662	0.0053	0.0129	-0.0446
O	3.2683	19.4104	-9.1831	-0.0272	-0.0148	-0.0293
O	10.9824	9.7789	-4.0632	-0.0047	0.0149	-0.0178
O	8.7202	7.227	-0.8881	0.0128	-0.0066	-0.0159
O	15.4706	11.8346	-3.4328	0.0278	0.0088	-0.0559
O	3.3107	13.1703	23.1044	0.0353	-0.0502	-0.1135
O	7.191	-6.1411	16.6982	-0.0556	0.0209	0.0395
O	-5.5415	2.4004	18.7595	0.0097	-0.0059	0.0181
O	-8.0242	2.6359	23.3567	-0.007	-0.0389	-0.1116
O	-1.5452	2.2632	16.6027	0.0096	0.0078	0.0097
O	-6.8921	12.4443	24.3025	0.0313	-0.0154	-0.0156
O	3.893	6.0375	20.9127	-0.0455	0.0306	-0.0489
O	1.3714	17.8003	20.2053	0.0021	0.0223	-0.0385
O	-3.3639	12.1625	20.9952	-0.032	0.0161	-0.0304
O	-2.9376	24.8792	15.4305	0.018	-0.0214	0.0366
O	0.8109	9.1448	18.9787	-0.0036	-0.0273	0.0506
O	-7.6418	22.1361	19.1371	-0.0259	-0.0283	0.0028
O	-2.1639	-8.7516	23.1214	-0.0004	0.0166	-0.1052
O	1.784	12.243	21.1447	0.0122	-0.013	-0.0381
O	7.0964	3.1828	16.2325	0.1627	-0.2089	0.0962
O	-7.6728	14.7302	17.3509	0.0114	0.032	0.0452
O	3.7443	-2.3436	20.5776	0.0228	0.0329	0.0063
O	24.1315	10.1479	19.2783	0.0134	-0.0017	-0.0038
O	-6.5956	12.3649	16.5023	0.0112	-0.0291	0.0406
O	-0.7673	8.5221	21.0566	0.046	0.0041	-0.0348
O	-0.633	35.2663	19.0496	0.0175	0.0082	0.0215
O	-3.0854	19.6211	18.5582	-0.0146	-0.0054	0.0574
O	8.4466	32.7953	22.6184	0.017	-0.0033	-0.0311
O	10.004	6.8062	17.1194	0.0135	-0.0145	0.0443
O	-7.7086	9.9468	21.7931	-0.0247	0.0078	-0.0043
O	-2.9128	-16.5706	18.803	0.0067	0.0226	-0.009
O	19.2581	-5.8659	18.0268	0.0416	-0.0177	0.0331
O	2.1111	14.9049	18.6958	0.0265	-0.0039	0.0605
O	15.7389	6.9053	19.0227	-0.0021	-0.0033	0.0446
O	24.3905	-2.2952	21.7919	0.0017	-0.0001	-0.0516
O	12.7583	-0.2112	21.4188	0.0034	0.0044	-0.003
O	15.0395	12.1709	16.2711	-0.0505	0.009	0.1291
O	17.5722	22.2951	17.4725	-0.0498	-0.0247	-0.0162
O	10.6709	14.5492	21.9958	-0.0168	-0.0237	-0.0017
O	-3.9087	-2.6676	18.7862	-0.0205	-0.0321	0.0181
O	5.8855	-17.4991	16.152	-0.0159	0.0066	0.0013
O	1.524	7.2741	20.6592	0.0108	-0.0166	0.0035
O	-0.2855	14.0056	17.9215	-0.0213	0.0213	0.0403
O	6.0985	9.6846	21.2092	0.0059	-0.0014	-0.0268
O	6.0357	11.542	24.7839	-0.0541	-0.0626	-0.0017
O	3.6916	-7.589	20.9397	-0.0104	-0.0058	-0.0121
O	-9.6193	9.0131	24.2477	0.0039	0.0348	-0.0226
O	1.6172	14.8286	24.3262	-0.0306	-0.0004	-0.0135
O	10.6696	7.636	22.1291	0.013	-0.0197	0.0026
O	1.7324	2.4867	22.5487	-0.0333	-0.0281	-0.0054
O	16.0377	16.3278	23.3041	-0.0505	0.0364	-0.035
O	14.4768	12.1156	18.8056	-0.0299	-0.0182	0.0609
O	3.4209	23.4597	24.0614	0.0291	0.0018	-0.0328
O	14.5142	1.7096	24.4268	0.1031	-0.0905	-0.0669
O	8.6718	5.6496	15.1592	0.0485	0.0586	0.0158
O	6.1994	15.4786	23.4013	0.0445	-0.0325	-0.0228
O	4.9331	19.958	21.6599	-0.005	0.0016	-0.0146
O	-3.7989	3.7851	24.3906	-0.0377	0.0323	-0.0211
O	-3.3659	-8.2664	20.8502	0.024	-0.007	-0.029
O	-5.7509	7.2956	14.6485	-0.0642	-0.0307	-0.0348
O	0.5416	11.4323	23.3568	-0.0083	0.0179	-0.0811
O	4.4088	11.6226	16.1051	0.0181	-0.0373	0.1592
O	-7.3315	16.6955	19.1854	-0.014	-0.0232	0.0088
O	3.8257	1.3878	21.2269	-0.0134	-0.0287	-0.042
O	12.8594	14.8902	16.4224	0.0216	-0.0069	0.0649
O	3.797	12.9889	18.1937	-0.0069	0.0065	0.013
O	2.9834	4.5618	23.5224	-0.0056	0.0113	-0.0211
O	21.7576	10.9328	18.4522	-0.0305	-0.0247	0.0613
O	10.6884	21.7666	23.4944	-0.005	0.0034	-0.0938
O	4.4957	9.9327	23.2352	-0.0298	0.036	-0.0864
O	8.9344	1.3728	16.3665	0.0536	-0.0404	0.0523
O	8.2073	2.7029	18.5139	0.0419	0.0185	0.0704
O	15.2966	-9.3597	16.407	0.0217	0.0156	0.0724
O	1.1461	-0.9488	16.2365	-0.0315	0.033	0.074
O	0.4074	4.545	23.8418	0.0545	-0.0625	-0.0691
O	-3.6405	14.6399	23.6396	0.0129	-0.0294	0.0156
O	-10.4628	-7.5186	14.8612	-0.0309	-0.0546	0.0499
O	14.3537	-2.0369	20.4221	0.0291	0.0053	0.0009
O	13.8494	10.0473	22.3809	0.0157	0.0021	-0.0069
O	-1.0848	-11.633	17.5781	0.0168	-0.0226	-0.0134
O	18.3053	16.1332	22.0946	0.0113	0.0153	-0.0303
O	10.8158	10.6004	23.1831	0.0023	0.0068	-0.0289
O	8.8279	5.7473	21.7263	-0.009	-0.0196	-0.014
O	7.7548	7.8166	20.5018	-0.0105	0.0023	-0.0107
O	7.627	13.3806	15.4403	0.0564	-0.0281	0.0415
O	-5.1671	4.9693	18.6172	0.0245	-0.0123	0.023

Results
free energy: -229901.678 eV
free energy less fixed offsets of O -570.45, Si -639.56 eV per atom: -2.118 eV

The program warned: the cutoff lies below the one the program advises for these potential files; the forces do not sum to zero within the program's tolerance; empty levels may hold ghost states of the PAW files; the exchange-correlation potential is rough where the density is thin.
